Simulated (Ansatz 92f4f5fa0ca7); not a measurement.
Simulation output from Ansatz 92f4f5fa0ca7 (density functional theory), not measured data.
Periodic cell of 227 atoms, Si134O92H1, from a study of silicon, its oxide and their interface. The atomic structure is a simulated model.
Doubt: the cutoff is far below the 930 eV that the study's wrapper takes by default for these files, so forces and energies are approximate.
This geometry differs little from another in the collection (a relaxation step or a small displacement).

Settings: functional PBE; potential files Ansatz PAW; basis plane waves; wave-function cutoff 580 eV; density cutoff ratio 5; exchange-correlation grid ratio 1; k mesh 1 x 1 x 1, Gamma-centred; self-consistency stop 5e-08 eV per atom in the density residual; occupations fixed; spin none; net charge +1 e, with a uniform compensating background and no finite-size correction.

Cell vectors (angstrom)
a 10.938 0 0
b 0 10.938 0
c 0 0 32.0387

Atoms and the computed forces on them: element, x, y, z (angstrom), force x, y, z (eV/angstrom)
Si 0.2619 -0.209 24.5122 -0.0149 0.0202 0.0111
Si 5.9246 -0.1212 24.445 -0.0081 0.0025 -0.0212
Si 2.2967 2.9712 24.76 0.0007 -0.0001 -0.0024
Si 7.7821 3.0643 24.7705 -0.0077 -0.0025 0.0104
Si 0.1112 5.311 24.6485 -0.0096 -0.002 -0.0005
Si 5.5899 5.3872 24.603 -0.0233 0.0171 0.0127
Si 2.4534 8.4384 24.4805 0.0158 -0.0156 -0.0066
Si 7.915 8.3148 24.3817 0.0367 -0.0203 0.052
Si 1.2924 1.3034 26.0017 -0.0052 -0.0008 0.0013
Si 6.8404 1.347 26.025 -0.0064 0.0218 0.015
Si 4.007 4.1544 25.8777 0.0073 -0.001 0.0001
Si 9.4732 4.1751 25.9519 0.0255 -0.0056 0.0052
Si 1.3407 6.8954 25.8967 0.0042 -0.0077 0.0065
Si 6.7809 6.9105 25.9137 0.0114 -0.0021 -0.0121
Si 4.1269 9.6599 25.6679 -0.015 0.0038 0.01
Si 9.5424 9.5214 25.7119 -0.0182 -0.0021 -0.0135
Si 2.7846 -0.0125 27.2348 0.0033 -0.0016 -0.0014
Si 8.2697 -0.042 27.2477 0.0091 -0.0036 0.0014
Si -0.0717 2.7525 27.2792 -0.0018 0.0065 -0.0063
Si 5.3954 2.7613 27.2627 0.0062 -0.0059 -0.0063
Si 2.7058 5.5236 27.2713 -0.0018 0.0019 0.0068
Si 8.1478 5.5481 27.2944 -0.0129 0.0059 0.007
Si -0.0565 8.2299 27.2282 -0.0031 0.0014 0.008
Si 5.3969 8.2828 27.2113 -0.0053 -0.0052 0.0118
Si 4.1018 1.3673 28.6205 -0.1233 -0.02 0.2237
Si 9.5708 1.3673 28.6205 -0.0512 -0.1709 0.3186
Si 1.3673 4.1018 28.6205 -0.1492 0.0736 -0.0548
Si 6.8362 4.1018 28.6205 -0.2557 0.0591 -0.0012
Si 4.1018 6.8362 28.6205 -0.0478 0.3656 -0.0098
Si 9.5708 6.8362 28.6205 -0.0188 0.2609 0.2255
Si 1.3673 9.5708 28.6205 0.0495 -0.0588 -0.2909
Si 6.8362 9.5708 28.6205 -0.0279 0.0346 -0.2184
Si 0 0 29.9877 0.0861 0.1433 -0.0117
Si 5.469 0 29.9877 0.1158 0.0853 -0.0103
Si 2.7345 2.7345 29.9877 -0.0488 -0.0859 -0.0188
Si 8.2035 2.7345 29.9877 -0.0438 -0.1405 -0.0232
Si 0 5.469 29.9877 0.0301 -0.0374 -0.0093
Si 5.469 5.469 29.9877 0.0423 -0.0003 -0.0127
Si 2.7345 8.2035 29.9877 -0.0033 -0.1081 0.0016
Si 8.2035 8.2035 29.9877 -0.0077 -0.0848 0.008
Si 1.3673 1.3673 31.355 -0.0106 -0.0026 0.0113
Si 6.8362 1.3673 31.355 -0.0452 0.0531 -0.0016
Si 4.1018 4.1018 31.355 -0.0299 0.0395 -0.0268
Si 9.5708 4.1018 31.355 -0.0038 0.0553 -0.0397
Si 1.3673 6.8362 31.355 -0.0159 0.0238 -0.0136
Si 6.8362 6.8362 31.355 0.0147 -0.0043 -0.0043
Si 4.1018 9.5708 31.355 -0.0728 0.018 -0.0376
Si 9.5708 9.5708 31.355 -0.024 0.0013 -0.0295
Si 2.7345 0 0.6835 0.0754 -0.0083 0.0185
Si 8.2035 0 0.6835 0.0352 0.0221 0.0224
Si 0 2.7345 0.6835 -0.0132 -0.0145 0.014
Si 5.469 2.7345 0.6835 0.0233 -0.0452 0.0272
Si 2.7345 5.469 0.6835 -0.0149 -0.0171 0.0241
Si 8.2035 5.469 0.6835 0.0326 -0.0502 0.0102
Si 0 8.2035 0.6835 0.039 -0.0625 0.0216
Si 5.469 8.2035 0.6835 0.0111 -0.0211 0.0091
Si 4.1018 1.3673 2.0507 -0.0736 0.0603 -0.0473
Si 9.5708 1.3673 2.0507 0.0423 0.0286 0.0486
Si 1.3673 4.1018 2.0507 -0.0184 -0.001 0.0599
Si 6.8362 4.1018 2.0507 -0.0114 0.0862 -0.0161
Si 4.1018 6.8362 2.0507 0.002 0.0228 0.0581
Si 9.5708 6.8362 2.0507 -0.0798 -0.0121 -0.0372
Si 1.3673 9.5708 2.0507 -0.0364 0.0553 -0.0437
Si 6.8362 9.5708 2.0507 -0.0021 -0.0193 0.0522
Si 0 0 3.418 0.2313 -0.0474 -0.2786
Si 5.469 0 3.418 0.0188 0.1583 0.2324
Si 2.7345 2.7345 3.418 0.2181 -0.373 -0.2773
Si 8.2035 2.7345 3.418 -0.1283 -0.0223 0.285
Si 0 5.469 3.418 -0.2421 -0.0708 -0.0122
Si 5.469 5.469 3.418 0.3247 -0.1033 0.0338
Si 2.7345 8.2035 3.418 0.1522 0.1908 0.1014
Si 8.2035 8.2035 3.418 0.0734 -0.28 -0.1692
Si 1.436 1.3017 4.7675 0.0076 0.0067 -0.0095
Si 6.8495 1.3489 4.842 0.011 -0.0034 -0.0057
Si 4.1749 4.0105 4.7485 0.0275 -0.002 0.0181
Si 9.5712 4.0878 4.814 0.0121 -0.0195 -0.0114
Si 1.3713 6.8273 4.7489 0.0074 -0.0063 -0.0097
Si 6.8825 6.8095 4.8086 -0.0285 -0.0167 0.0074
Si 4.1219 9.584 4.8241 0.0044 -0.005 -0.0129
Si 9.6061 9.541 4.7352 -0.0024 0.0024 -0.014
Si 2.7864 -0.0111 6.2686 -0.002 0.0139 -0.0017
Si 8.2578 -0.0717 6.1263 -0.0128 0.0071 0.0015
Si 0.0445 2.6597 6.068 -0.0057 0.0066 -0.0037
Si 5.487 2.6829 6.292 -0.0165 0.0299 0.0031
Si 2.7612 5.4013 5.9697 0.0135 -0.0064 -0.0031
Si 8.2424 5.4372 6.2652 -0.0026 0.0273 -0.0033
Si 0.0572 8.2229 6.1174 -0.0119 -0.0021 0.009
Si 5.5271 8.2359 6.1584 0.0206 -0.0075 -0.0151
Si 3.8332 1.6165 7.6787 0.0072 0.0068 -0.0072
Si 9.9151 1.0249 7.3666 -0.0074 0.0028 -0.0015
Si 1.6178 3.859 7.3046 0.0274 -0.0118 0.0434
Si 6.5424 4.3775 7.578 -0.0698 0.0206 0.0129
Si 4.2772 6.5982 7.2493 0.0468 -0.0964 0.1377
Si 9.4494 7.1075 7.4608 0.019 -0.0143 -0.019
Si 1.2031 9.7254 7.5521 0.0355 -0.0518 0.0334
Si 7.1681 9.2996 7.5221 -0.0017 0.003 -0.0072
O 5.4136 5.5478 7.793 -0.0789 0.0726 -0.035
O 0.0689 -0.076 7.9714 -0.0092 0.0115 -0.0018
O 2.7123 2.7987 7.9369 -0.0391 0.032 -0.0074
O 8.2778 8.1564 7.9596 -0.0074 0.0176 0.0079
O 1.3575 9.5905 23.9753 0.0006 0.0038 -0.0135
O 6.6469 4.1613 24.2532 0.0262 -0.0215 -0.0128
O 6.9002 9.5685 23.9049 -0.0126 0.0212 -0.0187
O 2.7649 2.3801 23.2732 -0.0035 0.0002 -0.0047
O 6.6566 9.9389 8.9562 -0.0019 0.0093 0.0172
O 0.9433 4.5976 8.5964 0.0008 -0.0093 -0.0223
O 1.7801 9.0722 8.9714 0.0267 -0.0267 0.0177
O 6.7934 3.9398 9.1598 0.004 0.0021 -0.0083
O 10.291 6.7032 8.8364 0.0086 -0.0038 0.0173
O 4.2101 1.1032 9.2101 0.0031 -0.0022 0.0133
O 3.4447 7.0706 8.5669 -0.0035 0.0364 -0.0055
O 9.2044 1.7244 8.6708 -0.0034 0.0003 -0.0019
O 5.7751 0.9768 23.1517 -0.0097 -0.0281 0.0224
O 8.2178 2.4258 23.2872 -0.0036 -0.0262 0.0415
O 12.0375 4.0324 24.3408 -0.003 -0.0051 -0.0064
O 5.179 6.1614 23.1679 0.0018 -0.0008 -0.004
O 8.3525 7.4012 23.0306 0.0046 -0.0132 -0.0305
O 8.1345 4.003 18.931 0.0167 0.0353 -0.0437
O 2.9576 7.6331 23.1164 -0.0004 0 -0.0018
O 10.6758 0.6748 23.2078 -0.0034 0.0022 -0.0162
Si 7.1143 10.3499 10.471 -0.013 -0.0009 -0.0014
Si 4.5464 12.0211 10.8149 0.0036 0.0045 -0.0141
Si 7.9432 4.9877 17.6136 -0.0024 -0.0271 0.0294
Si -0.2113 7.3385 19.7543 -0.0117 -0.0068 0.0137
Si 4.1401 13.4855 15.3246 0.0083 -0.0003 0.0105
Si 0.2698 1.1343 17.5985 -0.01 0.0021 -0.0028
Si 12.7134 1.9765 19.8806 0.0082 0.0035 0.0123
Si 5.653 1.7435 21.7507 0.0456 0.0212 -0.0132
Si 7.1139 3.4208 15.0592 0.0024 -0.0071 0.0146
Si 3.7301 -2.1584 18.1517 0.005 0.0071 0.0021
Si 4.3214 0.2395 19.4255 0.037 0.016 0.0361
Si 8.0028 4.0546 10.2428 -0.0106 0.0066 -0.01
Si 9.1902 1.4846 10.2783 0.0037 0.0166 0.0057
Si 10.6603 5.2296 9.4391 0.0037 0.0002 -0.006
Si -0.188 6.9301 13.8633 -0.0078 -0.0009 0.0138
Si 5.9119 6.9888 17.3757 -0.0002 -0.0097 -0.0066
Si 10.5023 1.0569 21.6477 -0.007 0.0194 0.0085
Si 2.7445 7.96 9.7025 0.0157 -0.0408 -0.0797
Si 7.0205 -0.0437 18.0562 0.0056 0.0583 0.0085
Si 6.9452 2.9072 19.1432 0.0067 -0.009 0.0941
Si 14.0651 3.4225 22.0757 0.0247 -0.0084 0.0115
Si 11.379 1.3291 12.319 -0.0063 0.005 0.0122
Si 7.5422 -2.0616 15.7567 -0.0014 0.0041 0.015
Si 9.9862 2.4186 14.908 -0.0058 0.0193 0.0088
Si 2.5958 10.7389 16.0345 0.0001 0.003 0.0057
Si 1.2013 -1.3801 13.414 -0.0027 0.0044 0.011
Si 7.8253 5.7494 12.9305 0.0002 -0.0158 0.0047
Si -1.4477 10.2137 19.5625 -0.0147 0.0092 0.0041
Si 8.4924 3.1986 21.9037 -0.0655 -0.0161 -0.0758
Si 9.9288 -3.9823 16.6957 -0.0047 -0.0077 0.0017
Si 3.7455 6.4019 22.4015 -0.0066 0.0006 0.0041
Si 1.5255 5.7461 11.6815 -0.0131 0.001 -0.0057
Si 4.3408 15.3295 17.8818 0.0242 -0.0157 0.0172
Si 3.8224 9.3756 12.0427 -0.0033 -0.0005 -0.0052
Si 9.2121 6.2248 22.2606 -0.0196 -0.0092 0.0022
Si 2.7179 6.4065 19.5558 0.0105 -0.0062 0.0074
Si 3.0704 3.1824 12.4504 0.0016 -0.0024 0.017
Si 6.6331 -2.367 12.9103 0.0031 -0.0003 0.0164
O 7.92 -0.9652 19.0917 0.0044 -0.0098 0.0003
O -0.4815 8.9454 19.9128 0.0049 -0.0047 -0.0021
O 13.9198 4.961 22.556 -0.0005 0.0074 0.0014
O 10.4895 1.7389 16.3025 0.0033 0.0009 -0.0055
O 2.7407 7.5139 18.3542 -0.0035 0.0048 0.0001
O 3.9399 8.6358 10.5932 -0.002 -0.0028 -0.0087
O 8.2133 2.6075 10.9605 0.0046 -0.008 -0.0021
O -0.7758 0.1569 18.3715 0.0089 0.0027 -0.0035
O 7.1693 9.0578 11.4601 0.0014 -0.0025 -0.0014
O 5.3859 0.0507 18.1976 -0.0119 -0.0073 -0.0037
O 3.5341 -1.1785 19.4624 -0.0076 -0.012 -0.0084
O -0.0575 8.5335 13.565 0.0003 0.0002 -0.0031
O 4.2719 13.4725 11.5331 -0.0043 0.0008 0.0009
O 0.0482 6.7589 15.4881 0.0074 0.0008 -0.0153
O 7.8372 5.1834 11.4043 0.0005 0.0046 0.002
O 3.1467 4.9531 18.8726 -0.0074 0.0031 -0.0005
O 9.2983 4.3739 9.3093 0.0018 0.0013 0.0038
O 0.793 2.3206 18.6242 -0.0052 -0.0004 -0.0075
O -2.0036 8.1944 16.3107 -0.002 0.0031 -0.0006
O 4.6928 3.0392 21.7044 -0.0551 0.0227 0.0042
O -5.8535 9.0641 13.027 0.0021 -0.0014 -0.0021
O 14.388 -1.4304 16.7157 -0.0041 0.0021 -0.0035
O 1.7557 13.1863 12.396 0.007 0.0028 -0.0042
O 5.2954 0.5894 20.6872 -0.035 -0.0229 -0.0411
O -0.2631 1.6575 10.8989 -0.0011 -0.0033 -0.0061
O 7.1998 6.3388 18.1551 -0.0052 0.0138 -0.0052
O 7.3049 10.2939 16.5671 0.0029 -0.0156 -0.0129
O 0.1603 5.1578 11.0027 0.0058 0.004 -0.002
O 12.5709 -0.7191 14.8446 -0.0026 -0.003 -0.0095
O 9.6198 -4.2768 20.7458 0.0137 0.0145 -0.0222
O 6.7325 6.9515 12.9873 -0.0026 0.0058 -0.0037
O 6.0892 11.5145 10.9877 0.0032 -0.0036 -0.0012
O 3.4691 14.2255 14.0413 -0.008 0.0018 -0.0176
O -1.5583 0.0907 20.9718 0.0086 -0.0115 -0.0074
O 8.357 2.3921 14.9872 0.0078 0.0036 -0.005
O 5.245 8.1604 18.2746 -0.0002 -0.0017 0.0012
O 5.7483 13.4742 15.0182 -0.0065 0.0022 -0.0026
O 14.1495 1.4135 19.3258 -0.0028 -0.0043 -0.004
O 9.2827 -4.5854 13.4114 0.0033 0.005 -0.0015
O 8.6287 -0.0076 10.5626 -0.0017 -0.0002 -0.0023
O 1.2041 -4.3324 20.171 -0.0007 0.0045 -0.0042
O 2.5244 8.8132 12.8407 0.0021 0.001 0.0002
O 6.386 7.7277 16.0048 0.0038 0.0046 -0.0046
O -0.3451 7.1366 18.1501 -0.0005 0.0023 -0.0056
O 1.9242 6.9861 10.7121 0.0154 0.0064 -0.0162
O 4.9037 5.734 17.1257 0.0014 0.0101 0.0003
O 7.2752 4.5779 13.9334 0.0011 0.0093 -0.0079
O 3.5772 11.9539 15.5286 -0.0006 0.0017 -0.0017
O 3.7944 6.6902 20.7816 -0.005 0.0037 -0.0142
O 10.4034 12.5194 13.5976 0.0045 -0.003 -0.0065
O 7.0726 4.1266 16.5506 -0.0029 -0.0045 -0.016
O 11.7084 -0.2533 12.3433 0.004 -0.0014 -0.0061
O 11.9341 0.9156 20.864 -0.0005 -0.0033 -0.0061
O -1.6605 5.4421 16.8314 0.0097 0.0111 -0.0011
O 10.6516 3.8957 14.7555 -0.0138 0.004 0.022
O 13.0705 3.2655 20.8026 -0.0143 -0.0038 -0.0162
O 7.0894 2.5701 20.9257 0.0274 0.0091 -0.0091
O 7.3882 12.4877 18.3832 0.0065 -0.0526 -0.04
O 12.0144 6.1936 13.1764 0.0056 -0.0008 -0.0023
O 8.3764 4.8037 21.9846 0.0236 0.0524 0.0155
O 3.6521 10.9631 11.6969 -0.0007 0.0006 0.0037
O 5.4786 3.5578 18.8329 -0.0341 0.0227 -0.0404
O 1.5977 11.229 17.2186 0.0046 -0.0033 -0.0057
O 7.509 9.1997 14.1646 -0.0035 -0.0024 -0.0164
O 2.7353 4.6645 11.8486 0.0008 -0.0024 -0.0001
O 9.8959 2.5923 21.3619 0.0401 -0.0143 0.0081
O 3.8225 3.369 16.7275 -0.0049 -0.0073 -0.013
O 10.512 5.884 23.1836 0.005 0.0004 -0.0005
H 10.5904 4.4776 15.5328 0.0066 -0.0163 -0.0346

Results
free energy: -137528.919 eV
free energy less fixed offsets of H -15.97, O -568.88, Si -635.61 eV per atom: -4.249 eV

The program warned: the cutoff lies below the one the program advises for these potential files; the forces do not sum to zero within the program's tolerance; the exchange-correlation potential is rough where the density is thin.
